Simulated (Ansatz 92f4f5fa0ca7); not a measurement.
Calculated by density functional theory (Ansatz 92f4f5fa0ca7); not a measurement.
Periodic cell of 184 atoms, Si120O64, from a study of silicon, its oxide and their interface. The atomic structure is a simulated model.
This geometry differs little from another in the collection (a relaxation step or a small displacement).

Settings: functional r2SCAN; potential files Ansatz PAW; basis plane waves; wave-function cutoff 800 eV; density cutoff ratio 5; exchange-correlation grid ratio 1; k mesh 1 x 1 x 1, shifted by 0.5 0.5 0 of a step; self-consistency stop 1e-10 eV per atom in the density residual; occupations fixed; spin none; net charge 0.

Cell vectors (angstrom)
a, 10.88, 0, 0
b, 0, 10.88, 0
c, 0, 0, 27.228

Atoms: element, x, y, z (angstrom)
Si, 0.4323, -0.1957, -0.1187
Si, 2.9738, 2.4085, 0.2167
Si, -0.0874, 5.5233, -0.2138
Si, 2.5922, 8.4245, 0.0469
Si, 5.029, 0.11, 0.0368
Si, 7.7774, 2.7617, -0.2409
Si, 5.8611, 5.3048, 0.0069
Si, 8.5194, 7.7216, -0.0734
Si, 1.4507, 1.2185, 1.4697
Si, 4.1765, 4.1281, 1.2125
Si, 1.409, 6.7314, 1.1617
Si, 4.0293, 9.5007, 1.5129
Si, 6.7507, 1.232, 1.1886
Si, 9.5719, 3.8818, 1.0106
Si, 6.9744, 6.7544, 1.42
Si, 9.6019, 9.4971, 1.0487
Si, -0.0001, 2.6626, 2.5608
Si, 2.7284, -0.0661, 2.8912
Si, 0.0327, 8.1241, 2.5276
Si, 2.7661, 5.4228, 2.5649
Si, 5.4763, 2.6856, 2.5943
Si, 8.2004, -0.0824, 2.4883
Si, 5.5108, 8.1131, 2.6658
Si, 8.2973, 5.2578, 2.6008
Si, 1.37, 4.0612, 3.9067
Si, 4.1167, 1.3909, 4.0405
Si, 1.3095, 9.4233, 4.0508
Si, 4.1042, 6.7578, 3.9681
Si, 6.8493, 4.006, 3.9653
Si, 9.5071, 1.3071, 3.9048
Si, 6.8563, 9.5095, 3.9564
Si, 9.5771, 6.7422, 3.919
Si, -0.042, -0.0276, 5.3278
Si, 2.7055, 2.7351, 5.335
Si, 0.0501, 5.4251, 5.3066
Si, 2.7365, 8.1059, 5.342
Si, 5.4831, -0.0059, 5.3267
Si, 8.1787, 2.6563, 5.3187
Si, 5.4659, 5.3954, 5.3079
Si, 8.1899, 8.113, 5.294
Si, 1.3267, 1.3598, 6.6684
Si, 4.0701, 4.0894, 6.686
Si, 1.3709, 6.7859, 6.696
Si, 4.0799, 9.5177, 6.658
Si, 6.8062, 1.3463, 6.6942
Si, 9.5277, 4.0684, 6.6411
Si, 6.7963, 6.79, 6.6654
Si, 9.4903, 9.5056, 6.6915
Si, -0.029, 2.728, 8.0372
Si, 2.6893, -0.0132, 8.0061
Si, -0.0103, 8.1575, 8.0315
Si, 2.7216, 5.4592, 8.048
Si, 5.4339, 2.7182, 8.0212
Si, 8.1323, -0.0037, 8.0545
Si, 5.4339, 8.1744, 8.026
Si, 8.1668, 5.4312, 8.0114
Si, 1.2966, 4.1503, 9.3682
Si, 4.0403, 1.3644, 9.3394
Si, 1.315, 9.5366, 9.3982
Si, 4.07, 6.8327, 9.394
Si, 6.8021, 4.0802, 9.3757
Si, 9.4649, 1.3839, 9.4042
Si, 6.7669, 9.5425, 9.4117
Si, 9.4838, 6.8277, 9.3885
Si, -0.0961, 0.0019, 10.7503
Si, 2.6702, 2.7692, 10.6205
Si, -0.0628, 5.4996, 10.7854
Si, 2.6728, 8.1707, 10.7507
Si, 5.3923, 0.0437, 10.739
Si, 8.1327, 2.7558, 10.8062
Si, 5.4739, 5.4802, 10.7049
Si, 8.1367, 8.1933, 10.7657
Si, 1.2406, 1.4946, 11.94
Si, 4.0498, 4.1129, 11.9378
Si, 1.2923, 6.8586, 12.157
Si, 4.0254, 9.5548, 12.0631
Si, 6.7257, 1.403, 12.1365
Si, 9.4448, 4.1835, 12.188
Si, 6.8035, 6.8287, 12.1235
Si, 9.4371, 9.5381, 12.202
Si, -0.0518, 2.8011, 13.453
Si, 2.5941, 0.1271, 13.1988
Si, -0.0211, 8.2021, 13.6239
Si, 2.6956, 5.3995, 13.3251
Si, 5.3594, 2.8423, 13.3946
Si, 7.9847, 0.0242, 13.5642
Si, 5.3613, 8.1684, 13.4166
Si, 8.1413, 5.5454, 13.6455
Si, 1.6448, 3.8506, 14.7246
Si, 3.7605, 1.5954, 14.54
Si, 1.0266, 10.0568, 14.6138
Si, 4.1474, 6.6075, 14.6658
Si, 6.4006, 4.4479, 14.7882
Si, 9.5753, 1.2896, 14.7236
Si, 6.8925, 9.1964, 14.8495
Si, 9.3167, 7.1195, 15.0941
Si, 2.861, 2.0278, 18.5545
Si, 1.546, 4.8075, 17.6821
Si, -0.9414, 6.4932, 18.2551
Si, 5.6284, -1.8223, 17.8054
Si, 5.0895, 0.9375, 17.1753
Si, 7.6432, 9.6074, 19.9301
Si, 3.1583, 7.4334, 17.4624
Si, 11.4963, 1.1226, 24.2909
Si, 1.648, 10.0727, 17.5461
Si, 10.1571, 0.12, 19.0708
Si, 7.6727, 2.5143, 16.8858
Si, 4.2329, 3.8962, 23.5277
Si, 2.9839, 10.7358, 23.0707
Si, -4.2422, 7.114, 24.8999
Si, 6.8957, 1.1699, 21.4307
Si, 6.8122, 5.1506, 22.8007
Si, -0.9899, 7.8208, 20.8445
Si, 4.1206, 1.9419, 21.3249
Si, 0.3802, 10.1542, 21.9236
Si, 4.4975, 8.9753, 25.0515
Si, 8.9657, 2.5978, 19.6224
Si, 6.8265, 2.4915, 24.0985
Si, 1.5022, 14.6747, 25.0266
Si, 8.6748, 16.2288, 20.4918
O, -0.1491, 0.2556, -4.1018
O, 1.9801, -0.7186, -5.2701
O, 1.9761, 2.9298, -0.9388
O, -1.2255, 6.6437, -0.5748
O, -3.4801, 6.362, -3.5319
O, -3.2131, 7.9946, -1.4392
O, 1.5045, 9.5125, -0.5481
O, 3.5485, 9.5228, -3.3227
O, 4.0255, 1.3256, -0.4121
O, 7.6783, 2.1481, -1.7819
O, 8.2481, 1.7403, -6.4467
O, 5.665, 2.0715, -6.3733
O, 5.743, 6.0834, -1.4275
O, 6.8545, 4.0842, -0.3863
O, 5.2746, 10.1405, -1.3434
O, 10.9281, 11.492, -1.499
O, 1.2393, 4.6384, 16.0944
O, -7.8232, 1.8314, 20.1371
O, 4.4235, 0.6929, 15.7239
O, 2.6858, 2.6631, 15.1926
O, 1.8799, 9.865, 15.9722
O, -0.1747, 11.0579, 15.115
O, 3.242, 7.3185, 15.8369
O, 7.2383, 5.2899, 21.2408
O, 5.2726, 5.5525, 15.2736
O, 11.0414, 5.3065, 18.3405
O, 8.99, 2.0128, 16.0779
O, 10.4031, 7.7118, 19.2712
O, 8.1682, 8.2542, 15.1928
O, 6.1855, 9.2954, 16.3085
O, 12.892, 3.3743, 18.2732
O, 9.7411, 6.8559, 16.6758
O, 9.4264, 3.9304, 20.3814
O, -0.1062, -0.1666, 20.5155
O, 5.194, 5.11, 23.0157
O, 4.661, 7.7784, 17.9333
O, -2.2522, 10.4952, 18.9954
O, 4.1326, 11.5178, 22.2786
O, 2.2539, 8.6523, 18.0799
O, 2.8821, -6.5479, 24.3274
O, 10.1753, 1.7392, 18.9624
O, 2.6431, 5.9807, 17.9722
O, 6.75, 10.5263, 20.9136
O, 4.9158, 10.4941, 18.1048
O, 5.2366, 2.8743, 24.3495
O, 6.9901, 3.7707, 16.1453
O, 0.0868, 10.217, 17.9277
O, 5.5889, -2.7524, 24.249
O, 10.8158, -2.2875, 21.9224
O, 13.1266, 0.6273, 18.0135
O, -2.8815, 2.9844, 18.3877
O, 3.5877, -2.8382, 26.0296
O, 6.7471, 8.7631, 18.9082
O, 6.6468, 1.2718, 16.9527
O, 0.5461, 2.7592, 24.1764
O, -2.4087, 8.5925, 20.8508
O, 2.1997, 11.7005, 24.1062
O, 0.6031, 15.9031, 25.5991
O, 6.9504, 1.2519, 23.0532
O, 4.3298, 2.1815, 17.8761
O, 8.5708, 5.9432, 18.9669
O, 3.6566, 14.0843, 22.1932
O, 7.4707, 3.7828, 23.3628
O, 9.6592, -4.5711, 21.355

Results
free energy: -113256.362 eV
free energy less fixed offsets of O -570.45, Si -639.56 eV per atom: -0.362 eV

Forces (eV/angstrom), in the order of the atoms: element, x, y, z
Si, -0.0026, 0.0023, -0.0228
Si, -0.0002, -0.001, -0.0191
Si, 0.006, -0.0029, -0.021
Si, 0.0047, -0.0015, -0.0168
Si, 0.0003, -0.0018, -0.0203
Si, 0.0008, -0.0076, -0.0401
Si, -0.0094, 0.0092, -0.0327
Si, -0.0005, 0.0057, -0.018
Si, -0.0016, 0.0022, 0.0042
Si, 0.0022, -0.0002, 0.0023
Si, 0.0007, -0.0023, 0.0015
Si, 0.0012, -0.0043, 0.0037
Si, 0.0031, -0.0042, 0.003
Si, 0.0023, 0.0003, 0.0053
Si, -0.0017, 0.0031, 0.0042
Si, -0.0024, 0.0006, 0.0018
Si, 0.002, -0.0006, 0.0013
Si, 0.0009, -0.0004, 0.0003
Si, 0.0002, 0.0014, 0.0012
Si, 0.0004, 0.0006, 0.001
Si, -0.0048, -0.0025, 0.0024
Si, 0.0015, -0.0003, 0.0006
Si, -0.002, 0.0005, -0.0001
Si, 0.0027, -0.0005, 0.0014
Si, 0.0004, -0.001, -0.0012
Si, -0.0006, 0.0006, 0.0014
Si, -0.0002, -0.0019, 0.0001
Si, 0.0005, -0.0002, 0
Si, 0.0004, 0.0003, 0.0041
Si, -0.0005, -0.0015, -0.0011
Si, 0.0002, 0.0004, -0.0002
Si, 0.0008, -0.001, 0.002
Si, -0.0004, 0.0008, -0.0008
Si, 0, 0.0001, -0.0014
Si, 0.0009, -0.0008, -0.0007
Si, 0.0002, -0.0006, -0.0007
Si, 0.0001, -0.0018, -0.0014
Si, 0.0008, -0.0015, -0.0003
Si, -0.0011, 0.0006, -0.0007
Si, -0.0012, 0.0001, -0.0011
Si, -0.0001, -0.0008, 0.0001
Si, 0.0004, -0.001, -0.0002
Si, 0.0012, -0.0001, -0.0003
Si, -0.0002, -0.0004, -0.0003
Si, 0.0002, -0.0005, -0.0002
Si, -0.0005, 0.0004, -0.0001
Si, 0.0004, -0.0006, -0.0003
Si, 0.0009, -0.0008, -0.0003
Si, 0.0002, -0.0007, -0.0003
Si, 0.0001, -0.0002, -0.0005
Si, -0.0005, -0.0004, -0.0003
Si, -0.0009, -0.0002, -0.0005
Si, -0.0009, -0.0004, -0.0005
Si, -0.0009, -0.0004, -0.0004
Si, -0.0002, -0.0001, -0.0004
Si, 0.0001, -0.0003, -0.0001
Si, 0.0015, 0.0003, 0.0004
Si, 0.0007, 0.0001, 0.0002
Si, -0.0002, -0.0002, -0.0016
Si, -0.0004, -0.0003, -0.0006
Si, -0.0006, 0.0008, -0.0008
Si, -0.0002, -0.0006, -0.0007
Si, 0.0006, -0.0006, 0.0001
Si, -0.0004, 0.0005, -0.0005
Si, 0.0006, 0.0007, 0.0022
Si, -0.0016, 0, 0
Si, 0.0006, -0.0005, 0.0001
Si, 0.0002, 0.0014, 0.0005
Si, -0.0018, 0.0002, -0.0003
Si, 0.0009, 0, 0.0007
Si, 0.0004, -0.0009, 0.0037
Si, -0.0007, 0.0003, 0.0047
Si, 0.0025, -0.0015, -0.0029
Si, 0.0011, 0.0005, 0.0002
Si, -0.0005, -0.0002, -0.001
Si, -0.0006, -0.001, -0.0014
Si, -0.0011, 0.0001, -0.0001
Si, -0.003, 0.0013, -0.0007
Si, 0.0025, 0.0039, 0.0005
Si, -0.0033, -0.0038, -0.0015
Si, 0.0005, 0.0001, 0.0039
Si, -0.0017, 0.0003, 0.002
Si, -0.0004, 0.003, 0.0066
Si, 0.0018, -0.0014, 0.0046
Si, -0.0011, 0.0006, 0.0047
Si, -0.0004, -0.0011, 0.0077
Si, 0.0028, -0.0015, 0.0046
Si, -0.0011, -0.0006, 0.0048
Si, -0.0012, -0.0015, -0.0215
Si, -0.0021, 0.0011, -0.0187
Si, -0.0006, -0.0027, -0.0219
Si, 0.0048, -0.0004, -0.0224
Si, -0.0025, 0.007, -0.0237
Si, 0.0001, 0.0017, -0.0201
Si, 0.0071, -0.011, -0.0447
Si, -0.0096, 0.002, -0.0448
Si, -0.0012, 0.0014, -0.0272
Si, 0.0024, 0.0031, -0.0271
Si, 0.0045, -0.0002, -0.0286
Si, -0.0036, 0.0003, -0.0284
Si, 0.0003, -0.004, -0.0252
Si, -0.0028, -0.0018, -0.0199
Si, 0.0019, 0.0007, -0.0235
Si, 0.002, -0.0039, -0.0281
Si, 0.0072, -0.0049, -0.0249
Si, 0.0041, -0.0005, -0.0243
Si, -0.0019, -0.0002, -0.0324
Si, 0.0026, -0.0033, -0.0195
Si, 0.0008, 0.0013, -0.024
Si, -0.0007, -0.0028, -0.0238
Si, 0.0053, -0.0036, -0.0263
Si, 0.0024, -0.0026, -0.0224
Si, -0.002, 0.0006, -0.022
Si, -0.0038, -0.0016, -0.0264
Si, -0.0077, -0.0062, -0.0256
Si, -0.0007, 0.0007, -0.0247
Si, 0.0009, 0.0013, -0.0247
Si, -0.0015, -0.0032, -0.0271
Si, 0.0037, -0.0046, -0.0251
Si, 0.0079, 0.0021, -0.0211
O, 0.002, 0.0055, 0.0159
O, 0.0018, 0.0019, 0.0093
O, 0.0018, -0.0011, 0.018
O, 0.0007, -0.004, 0.0147
O, -0.0024, 0.0061, 0.0142
O, 0.0052, -0.0017, 0.0127
O, -0.0005, -0.0008, 0.0104
O, 0.0035, -0.0053, 0.0129
O, 0.0011, 0.0008, 0.0133
O, 0.003, 0.0028, 0.0225
O, -0.0057, -0.0024, 0.0121
O, -0.0017, 0.0006, 0.0099
O, 0.0026, -0.0079, 0.0146
O, -0.0024, -0.0009, 0.0316
O, 0.001, 0.0062, 0.0163
O, -0.0006, -0.0046, 0.0217
O, -0.0001, 0.0023, 0.0183
O, 0.0032, -0.0013, 0.0204
O, 0.0038, 0.0038, 0.0146
O, 0.0009, -0.0003, 0.0072
O, 0.0021, 0.0013, 0.0207
O, 0.0019, 0.0009, 0.0103
O, -0.0053, 0.0042, 0.0175
O, -0.0077, -0.0021, 0.0127
O, -0.0029, -0.0043, 0.0174
O, -0.0057, 0.0027, 0.0112
O, -0.0059, 0.0004, 0.0185
O, -0.0032, 0.0042, 0.0137
O, -0.003, 0.007, 0.042
O, -0.0101, 0.005, 0.0218
O, 0.0003, -0.004, 0.0096
O, 0.01, -0.0096, 0.0239
O, -0.0005, 0.0015, 0.0125
O, 0.0024, 0.0002, 0.0201
O, -0.0016, -0.001, 0.01
O, 0.0022, 0.0001, 0.0074
O, -0.002, -0.0009, 0.0076
O, -0.0003, -0.0011, 0.0109
O, 0.0004, 0.0021, 0.0111
O, -0.006, -0.0003, 0.0105
O, -0.0008, -0.0002, 0.0078
O, 0, -0.0027, 0.0087
O, -0.0024, 0.0054, 0.0116
O, 0.0002, 0.0003, 0.0088
O, -0.0002, -0.0014, 0.0108
O, 0.0053, -0.0084, 0.0151
O, -0.0066, 0.003, 0.013
O, 0, -0.0006, 0.0112
O, 0.0043, 0.0025, 0.0082
O, 0.0003, 0.0052, 0.0075
O, 0.0049, 0.0058, 0.0162
O, -0.0039, -0.0015, 0.0125
O, 0.0074, 0.0009, 0.0104
O, -0.0018, 0.0008, 0.0092
O, 0.0035, 0.0027, 0.0108
O, 0.0005, -0.0009, 0.0078
O, -0.0033, 0.0029, 0.0122
O, -0.0056, 0.0047, 0.0136
O, 0, 0.0044, 0.0149
O, -0.0011, 0.0039, 0.0138
O, -0.0036, -0.0013, 0.012
O, 0.0001, 0.0042, 0.0119
O, 0, -0.0033, 0.0123
O, -0.0027, -0.0006, 0.0104

The program warned: the cutoff lies below the one the program advises for these potential files; the forces do not sum to zero within the program's tolerance; empty levels may hold ghost states of the PAW files; the exchange-correlation potential is rough where the density is thin.
